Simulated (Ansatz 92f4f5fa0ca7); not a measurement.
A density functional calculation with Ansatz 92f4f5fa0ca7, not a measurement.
Periodic cell of 240 atoms, Si108O132, from a study of silicon, its oxide and their interface. The atomic structure is a simulated model.

Settings: functional r2SCAN; potential files Ansatz norm-conserving; basis plane waves; wave-function cutoff 1300 eV; density cutoff ratio 4; exchange-correlation grid ratio 1; k mesh 2 x 2 x 1, shifted by 0.5 0.5 0.5 of a step; self-consistency stop 5e-08 eV per atom in the density residual; occupations Fermi-Dirac, 0.05 eV; spin none; net charge 0.

Cell vectors (angstrom)
a, 11.5435, 0, 0
b, 0, 11.5435, 0
c, 1.1164, 0.7367, 29.4588

Atoms and the computed forces on them: element, x, y, z (angstrom), force x, y, z (eV/angstrom)
Si, 1.2815, 2.1174, -1.7937, -0.1453, 0.0092, -0.1212
Si, -2.2002, 6.8286, -1.6354, -0.0005, 0.222, -0.3037
Si, 2.1174, 11.39, -0.1929, -0.2491, -0.0004, -0.3843
Si, 2.7984, 3.6641, 0.167, 0.0223, -0.0089, -0.162
Si, 2.2108, 6.6797, -0.3413, 0.1419, -0.0854, -0.2014
Si, 2.8079, 11.5371, -3.0126, 0.0057, 0.2998, -0.1714
Si, 8.0721, 2.6551, 0.3563, -0.4704, -0.172, -0.6618
Si, 9.7938, 2.21, -2.2856, 0.2923, -0.1182, -0.165
Si, 7.2427, 11.34, -0.106, 0.1873, 0.0745, -0.2236
Si, 0.8192, 2.8865, 2.4711, 0.086, -0.0888, -0.3972
Si, 0.7535, 6.8221, 2.2655, -0.1715, 0.1735, -0.1081
Si, 0.7381, 10.6262, 2.3289, -0.1966, -0.1782, -0.4961
Si, 5.5333, 4.1709, 1.1287, -0.1847, 0.102, -0.1218
Si, 4.9029, 7.2575, 0.7105, 0.1584, -0.0358, 0.0134
Si, 4.7176, 11.4054, 1.3606, 0.168, 0.0566, 0.0825
Si, 9.2666, 2.6423, 2.3232, 0.9552, 0.4132, 0.4959
Si, 9.2435, 6.5986, 1.5263, -0.0413, -0.0164, 0.1681
Si, 9.1614, 10.789, 2.3379, 0.0981, 0.0766, -0.1381
Si, 1.1778, 4.8679, 3.5983, -0.0784, 0.0645, -0.0347
Si, 0.9926, 8.701, 3.5956, 0.0294, 0.0205, -0.0747
Si, 1.1451, 12.4967, 3.7211, -0.0797, 0.1074, -0.015
Si, 5.1667, 3.9829, 3.5534, -0.1145, 0.0338, 0.0178
Si, 4.6634, 8.9783, 3.3316, -0.0032, -0.3929, -0.1987
Si, 5.1571, 13.1616, 3.8107, -0.0184, -0.1844, -0.3433
Si, 8.8153, 4.5134, 3.6281, 0.1183, 0.1186, -0.4158
Si, 8.7019, 8.8517, 3.4356, 0.0777, -0.1312, -0.4093
Si, 8.9284, 12.5262, 3.8523, -0.0501, -0.4569, -0.1253
Si, -0.7167, 4.7839, 5.0199, -0.2589, -0.0442, 0.1094
Si, -0.9149, 8.5959, 4.9037, -0.0694, -0.0209, 0.4047
Si, -0.7278, 12.4134, 5.2189, 0.0195, -0.1589, 0.3378
Si, 3.1535, 4.6729, 4.8053, 0.2257, 0.0632, 0.2929
Si, 2.9187, 8.6908, 4.8663, 0.1348, 0.0202, 0.3271
Si, 3.1539, 12.565, 4.9027, -0.1118, -0.0797, 0.1071
Si, 6.9145, 4.7787, 4.9363, -0.0523, -0.0121, 0.1413
Si, 6.6921, 8.8672, 4.623, -0.2382, 0.0659, 0.2917
Si, 7.0107, 12.6169, 5.186, 0.1008, 0.1246, 0.2913
Si, -0.6046, 2.8609, 6.5224, -0.0163, -0.0339, -0.2952
Si, -0.8716, 6.7159, 6.3578, 0.1972, -0.0404, -0.1326
Si, -0.8362, 10.3674, 6.5295, -0.0424, 0.2581, -0.1321
Si, 3.1431, 2.8356, 6.4049, 0.2848, 0.0392, -0.2217
Si, 3.0476, 6.6911, 6.1285, -0.0466, -0.129, -0.2162
Si, 2.9634, 10.6487, 6.2268, 0.0491, 0.1947, -0.2657
Si, 7.1097, 3.067, 6.5162, -0.1133, 0.0023, -0.2176
Si, 6.7636, 6.9291, 6.0234, -0.1304, -0.1923, -0.2353
Si, 6.8583, 10.5224, 6.3451, 0.2307, -0.1194, -0.0294
Si, 1.3298, 2.6314, 7.8926, -0.0155, -0.0744, 0.1353
Si, 1.1497, 6.6432, 7.6282, 0.0128, -0.1372, -0.1955
Si, 1.2027, 10.4599, 7.8242, -0.0599, 0.1382, -0.4118
Si, 5.1432, 3.172, 7.7218, -0.2396, 0.0197, -0.1195
Si, 4.9189, 6.97, 7.5066, 0.0475, -0.0677, 0.1808
Si, 4.842, 10.6253, 7.5612, -0.2395, 0.287, 0.585
Si, 9.0103, 2.9496, 7.8763, 0.0606, -0.0358, 0.1579
Si, 8.6405, 7.2501, 7.4158, -0.0133, -0.0331, 0.3685
Si, 8.709, 9.6234, 7.6456, 0.005, -0.179, -0.689
Si, 1.6303, 4.6827, 8.8899, 0.4222, -0.0529, 0.7427
Si, 1.7697, 8.513, 8.9138, -0.2235, 0.1042, 0.5595
Si, 0.98, 12.1981, 9.4759, 0.075, 0.1008, 0.1882
Si, 4.7256, 5.1324, 8.9008, 0.0854, 0.4469, 0.7549
Si, 4.1296, 8.7908, 8.7756, 0.3887, -0.2749, -0.1345
Si, 5.1249, 13.247, 9.4634, 0.0373, -0.2703, 0.0161
Si, 9.0633, 5.448, 9.8839, -0.2978, -0.0088, 0.0394
Si, 8.3947, 10.0073, 9.9095, -0.0143, -0.0751, 0.1386
Si, 9.3121, 12.1496, 9.8277, -0.0468, -0.1666, 0.0756
Si, 0.0816, 5.2886, 11.3318, 0.1464, 0.0511, 0.415
Si, 1.0258, 8.0618, 11.948, 0.2781, -0.0134, 0.5085
Si, 1.3883, 1.3124, 12.5062, -0.0691, 0.3527, 0.3541
Si, 5.0991, 5.3946, 11.9388, -0.1518, 0.0843, 0.2288
Si, 3.9223, 7.8452, 12.7892, 0.0429, -0.298, 0.1389
Si, 3.8841, 14.1178, 12.0835, 0.0866, 0.2083, 0.4619
Si, 7.9611, 5.8877, 12.6928, -0.3815, 0.1618, 0.3646
Si, 9.5883, 8.6541, 12.5032, -0.0535, 0.1399, 0.4302
Si, 7.405, 13.0451, 11.682, -0.3827, 0.3089, 0.5396
Si, -0.8779, 3.0566, 13.3622, 0.3751, -0.1615, 0.2748
Si, 5.3068, 9.2893, 14.9764, -0.0178, -0.1575, -0.2015
Si, 5.2381, 9.561, 10.6351, 0.0327, -0.1938, 0.4977
Si, 3.9424, -0.164, 18.9746, -0.1403, -0.1645, -0.1152
Si, 5.6129, 0.7915, 21.086, -0.0838, -0.0494, 0.0237
Si, 13.6105, 12.1227, 15.4496, -0.0201, -0.0945, -0.135
Si, 8.7454, 6.7096, 19.4404, -0.0248, -0.0115, -0.1962
Si, 8.3526, 12.8896, 16.1298, -0.0275, 0.0792, -0.295
Si, 12.7519, 7.3843, 17.8636, 0.1188, 0.0548, -0.3597
Si, 9.8439, 9.405, 20.175, -0.0166, 0.1672, -0.0396
Si, 9.4146, 0.4966, 26.3785, 0.1657, -0.0401, 0.0263
Si, 1.245, 4.3074, 18.1346, -0.0396, -0.0652, -0.171
Si, 7.1061, 5.493, 21.4671, 0.0771, 0.0944, -0.0289
Si, 8.3762, 9.8599, 15.0382, -0.1016, -0.0537, -0.2084
Si, 3.4672, 2.2682, 17.4931, -0.0503, 0.0096, -0.2709
Si, 8.4063, 3.2549, 13.7668, -0.6667, 0.1131, 0.2596
Si, 9.8088, 8.4459, 17.4436, 0.0051, 0.0657, -0.3668
Si, 2.492, 7.7407, 23.6247, 0.0641, 0.0752, 0.1738
Si, 3.3701, 9.9616, 25.2311, -0.0005, 0.249, 0.071
Si, 1.7026, 8.0513, 26.5481, -0.0911, 0.1971, 0.137
Si, 5.2671, 11.541, 12.8035, -0.1985, -0.1587, 0.2265
Si, 11.2728, 2.3549, 16.2439, 0.0061, -0.0554, -0.218
Si, 6.0795, 12.9595, 18.2375, 0.1273, -0.0187, -0.2305
Si, 11.1159, 5.1391, 20.4923, 0.0144, -0.0786, -0.0283
Si, 12.3109, 7.8896, 20.9259, -0.0065, 0.0395, -0.0167
Si, 5.0883, 5.9817, 23.4839, -0.0083, 0.1229, 0.2799
Si, 7.6143, 8.6234, 27.8728, 0.0428, 0.0256, -0.0801
Si, 8.3228, 13.5826, 23.9227, 0.0008, -0.0325, 0.2724
Si, 9.688, 4.7083, 22.9429, 0.1545, 0.0167, 0.1691
Si, 8.3043, 11.14, 22.0791, 0.0706, -0.0996, 0.1205
Si, 7.2669, 6.9479, 25.5487, -0.0274, -0.0185, 0.2259
Si, 9.7744, 5.3415, 25.6492, -0.007, 0.0008, 0.1198
Si, 8.4011, 9.8029, 24.6428, 0.0947, 0.0208, 0.0443
Si, 14.6683, 9.5456, 16.966, 0.1343, -0.0869, -0.2486
Si, 5.8085, 3.1803, 22.7469, -0.007, -0.0902, 0.1499
Si, 6.0756, 10.5998, 26.1019, -0.0154, 0.1245, 0.0659
O, 1.9754, 2.8842, 1.3097, -0.1022, 0.041, 0.0263
O, -0.6796, 2.7983, 1.8086, -0.4193, 0.0016, 0.1259
O, 10.6994, 6.533, 2.2162, -0.1433, 0.0769, -0.2829
O, -2.1508, 6.3901, -0.0749, -0.1386, 0.0687, 0.2263
O, 1.4727, 10.3757, 0.8663, 0.021, 0.2257, 0.3646
O, -0.8174, 10.8313, 1.8627, 0.0272, -0.0156, 0.2388
O, 4.372, 3.3081, 0.3462, -0.0427, 0.2352, 0.1051
O, 2.1913, 3.345, -1.2974, 0.056, -0.1387, 0.4052
O, 7.3085, 8.6515, 29.4515, -0.1679, -0.1452, -0.0172
O, 1.1236, 7.2506, 0.7108, 0.0232, -0.2397, 0.3443
O, 3.4856, 11.9556, 0.4721, -0.02, -0.1347, 0.1296
O, 2.4253, 10.7163, -1.6402, 0.0856, 0.3003, 0.1215
O, 6.9811, 3.8723, 0.4262, -0.0561, -0.2099, 0.2011
O, 10.3038, 6.2974, 26.8361, -0.0687, 0.0141, 0.0016
O, 8.1113, 7.8747, -1.7825, -0.0881, -0.242, 0.063
O, 8.3768, 10.7955, 0.899, -0.0006, 0.1148, 0.2382
O, 5.8074, 10.7513, 0.3556, -0.1474, 0.1262, 0.1426
O, 5.2454, 5.7082, 0.8053, -0.0569, -0.0151, -0.0441
O, 4.737, 7.7596, 2.2342, -0.1498, 0.2455, 0.0874
O, 4.2377, 10.3045, 2.4615, 0.1204, -0.0423, -0.0776
O, 5.3646, 12.5931, 2.2523, -0.0488, 0.104, 0.3162
O, 8.4316, 5.4194, 2.27, 0.2533, 0.4951, -0.008
O, 8.5302, 7.9653, 2.0224, 0.3083, -0.341, 0.0321
O, 4.8408, 11.8088, 8.7609, 0.0063, -0.3375, -0.3528
O, 8.7462, 1.4836, 8.5689, 0.2361, -0.1924, 0.2607
O, 9.1926, 4.0291, 9.1048, -0.0159, 0.118, -0.1597
O, 8.3573, 6.5325, 8.9112, 0.1712, 0.1871, -0.46
O, 6.3444, 6.039, 12.7609, 0.2372, -0.1175, -0.2215
O, 0.9249, 4.3483, 10.3414, -0.164, 0.2463, -0.1123
O, 6.7908, 9.8157, 10.2016, 0.2261, -0.0701, 0.2816
O, 1.0691, 8.6123, 10.4266, 0.318, -0.1201, -0.4529
O, 6.4926, 13.2054, 10.3547, 0.0154, -0.1098, 0.1079
O, 1.5421, 12.0969, 11.0619, -0.1611, 0.0508, -0.8083
O, 5.4902, 5.3686, 10.3555, -0.2552, -0.152, -0.3414
O, 3.1633, 5.0445, 9.3968, -0.3154, -0.1662, -0.5803
O, 3.9555, 13.7133, 10.5051, 0.116, -0.0642, -0.0154
O, 2.3158, 2.6662, 12.4871, 0.0047, -0.4166, -0.2423
O, 8.2338, 5.2219, 11.2436, 0.2151, 0.0155, -0.2586
O, 10.5055, 6.0031, 10.3778, 0.0254, -0.08, 0.0168
O, 9.2755, 9.1161, 10.9774, -0.3566, 0.0673, -0.2008
O, 11.2121, 8.5934, 12.6833, -0.004, -0.1076, -0.3654
O, 8.9472, 12.8445, 11.2542, 0.0118, 0.2107, -0.1572
O, 10.9097, 12.0562, 9.6379, -0.1819, 0.2707, 0.2187
O, -0.1672, 2.5831, -2.3113, -0.0679, -0.1372, 0.1358
O, 1.0839, 1.0549, -0.5671, 0.3043, -0.0207, -0.114
O, -0.8284, 7.5083, -2.1505, 0.0086, -0.2676, -0.004
O, 8.1481, 8.2271, 24.991, -0.0793, 0.0343, -0.0081
O, 2.2144, 9.5588, 26.2854, 0.1619, -0.3026, -0.2517
O, 2.1803, 10.8416, -4.3516, 0.2615, -0.3581, 0.3928
O, 9.5323, -0.9415, 25.5614, -0.3185, 0.0919, -0.0969
O, 2.1837, 13.0167, -2.9852, 0.0068, -0.2518, 0.278
O, 3.5914, 7.5476, -0.2242, -0.0588, -0.1597, 0.1732
O, 2.5764, 5.2444, 0.2944, -0.084, 0.1268, 0.011
O, 6.9485, 9.968, 27.2882, -0.0271, -0.1286, -0.1766
O, 4.4371, 11.3907, -3.0894, -0.3064, -0.3996, -0.0271
O, 7.1042, 1.3913, 0.0543, 0.2122, -0.0271, -0.004
O, 8.7044, 9.8904, 23.0612, -0.1622, 0.2828, -0.0198
O, 9.1726, 2.6609, -0.8523, -0.1722, -0.0474, 0.2116
O, 9.0335, 3.1011, -3.3809, -0.0579, 0.109, 0.0681
O, 11.3179, 9.1849, 20.8492, -0.1174, -0.2204, -0.1094
O, 10.3977, 5.5752, 24.1517, -0.3009, -0.2614, -0.1104
O, -0.5586, 4.402, 12.5144, 0.11, 0.0384, -0.3563
O, 0.9814, 6.4469, 11.9951, -0.2719, -0.0838, -0.3225
O, 2.4226, 8.4936, 12.7019, -0.1448, -0.0859, -0.3295
O, 6.9144, 9.1393, 15.0767, 0.0421, 0.1946, -0.014
O, -0.1691, 1.7495, 12.6751, 0.2238, 0.2266, 0.0852
O, 3.8046, 6.2887, 12.361, 0.2955, 0.2188, -0.1695
O, 4.6785, 3.9192, 12.4377, -0.0094, -0.1194, -0.3818
O, 4.6809, 10.8952, 11.421, 0.2488, -0.0409, 0.0505
O, 7.8459, 14.037, 15.0952, 0.2794, -0.1193, -0.0707
O, 5.0731, 8.432, 11.7931, -0.019, 0.2212, -0.0121
O, 4.5567, 12.9658, 13.013, -0.0622, 0.0239, -0.3557
O, 5.3092, 11.5218, 18.0685, -0.165, 0.3236, 0.348
O, 8.3327, 4.8877, 13.9241, 0.0489, -0.2987, -0.3435
O, 6.8682, 11.7887, 12.5897, 0.0127, 0.2746, -0.3534
O, 8.2739, 11.4217, 15.446, 0.0069, 0.0869, 0.1441
O, 7.3698, 2.8497, 12.5702, 0.161, -0.235, -0.073
O, 3.1552, 1.697, 15.9766, -0.1182, -0.0704, 0.2815
O, 8.8212, 7.2542, 12.8569, 0.0699, 0.0431, -0.2866
O, 6.6463, 3.9326, 21.5537, -0.0586, 0.1467, 0.2082
O, -0.2339, 3.2166, 14.8633, -0.0863, -0.2406, -0.0892
O, 1.6152, 6.5854, -1.8566, -0.0019, 0.1596, 0.1631
O, 8.8038, 12.506, 22.8011, -0.2179, -0.0917, -0.0092
O, 9.3586, 9.0564, 16.033, -0.0232, 0.0055, 0.1877
O, 2.6904, 3.6232, 17.888, -0.1583, -0.1097, 0.0239
O, 9.0224, 8.0034, 20.4124, 0.1348, -0.0111, -0.1854
O, 6.3304, 13.1184, 19.8349, -0.2247, -0.1971, 0.0559
O, 12.321, 4.4072, 19.6938, -0.1334, 0.1941, -0.0181
O, 3.1864, -1.5131, 18.5245, 0.1434, 0.2679, -0.0889
O, 12.2082, 12.5833, 16.1138, 0.1024, 0.252, -0.0402
O, 13.4316, 12.0094, 13.8212, -0.1002, 0.2122, -0.0696
O, 9.9044, 5.55, 19.4772, 0.0352, 0.1597, 0.2441
O, 9.8362, 1.7339, 16.5842, 0.0092, 0.0191, -0.0335
O, 13.0009, 7.7233, 19.4472, -0.2073, -0.031, 0.1379
O, 3.0146, 1.1246, 18.5791, 0.3215, -0.0471, -0.0201
O, 13.9609, 10.6387, 15.9915, 0.0906, 0.0796, 0.23
O, 11.5274, 6.5163, 21.2192, 0.0091, -0.0424, -0.1843
O, 6.7125, -0.1988, 21.7741, 0.0611, 0.1842, -0.0894
O, 8.5475, 13.0266, 25.4265, 0.0865, -0.1322, -0.0902
O, 7.3656, 6.0095, 19.9461, 0.201, -0.0075, 0.2635
O, 10.7689, 1.3564, 26.761, -0.3245, 0.2083, 0.0459
O, 1.7186, 7.9909, 22.2294, -0.0596, -0.0611, -0.0488
O, 3.2041, 9.1916, 23.8406, -0.1425, -0.2721, 0.1507
O, 5.934, 6.3953, 22.1501, 0.1113, -0.3348, 0.0668
O, 4.9916, 1.9457, 22.0661, 0.3236, -0.0022, -0.0804
O, 13.8492, 8.1611, 16.9588, -0.1337, 0.0564, 0.2666
O, 4.548, 8.0364, 14.2691, 0.0092, 0.2733, -0.1563
O, 10.649, 4.2079, 21.7335, -0.1169, 0.3184, -0.0562
O, 9.0237, 9.757, 13.5525, -0.0434, -0.1474, -0.0215
O, 4.9928, 10.6403, 14.1134, 0.1293, -0.0118, -0.1601
O, 9.9074, 9.6315, 18.5589, -0.011, -0.3385, 0.273
O, 8.7241, 7.3046, 17.917, 0.2476, 0.0658, 0.4511
O, 4.3633, -0.1197, 20.5425, 0.2332, 0.2, -0.1789
O, 7.4628, 12.9461, 17.4568, -0.1714, -0.0186, 0.1017
O, 4.8301, 9.5915, 25.8506, -0.0642, 0.2595, -0.0757
O, 7.007, 10.6344, 24.7869, 0.1308, -0.1228, 0.1264
O, 4.9559, 4.3427, 23.5206, 0.2643, 0.095, -0.2372
O, 1.67, 7.3711, 25.0367, 0.2314, 0.2244, -0.1588
O, 1.3667, 5.8073, 17.5535, -0.1011, -0.0194, 0.2652
O, 8.7393, 0.1941, 27.8194, -0.0676, 0.1418, 0.156
O, 11.6777, 3.3913, 17.4005, 0.2514, 0.0405, 0.1021
O, 5.0684, 2.5544, 17.6375, -0.0653, -0.3587, 0.2004
O, 6.9491, 7.3354, 27.1079, 0.2287, 0.1923, -0.0954
O, 4.6492, 9.3428, 16.4431, -0.2876, 0.1127, 0.076
O, 3.5945, 6.575, 23.4302, 0.0446, 0.0941, 0.008
O, 9.17, 3.3654, 23.6455, -0.0752, 0.0863, -0.1531
O, 5.8879, 6.622, 24.7659, -0.0021, -0.1523, -0.2809
O, 8.4874, 5.6266, 22.331, -0.0995, -0.1675, -0.1194
O, 6.7655, 2.4504, 23.8321, 0.0297, 0.0963, -0.3134
O, 8.1659, 5.5962, 25.5223, 0.1676, 0.1504, -0.071
O, 11.2838, 7.801, 17.3217, -0.0228, -0.0024, 0.2939
O, 9.1177, 10.7448, 20.7347, -0.018, -0.1681, 0.113

Results
free energy: -73940.327 eV
free energy less fixed offsets of O -463.61, Si -117.95 eV per atom: -5.207 eV
pressure: -0.70 GPa
stress xx, yy, zz, yz, xz, xy (GPa, positive in tension): 0.32, -0.47, 2.25, -0.02, 0.17, -0.05
